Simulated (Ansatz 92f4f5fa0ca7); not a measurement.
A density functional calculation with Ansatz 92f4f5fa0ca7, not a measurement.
Periodic cell of 466 atoms, Si304O162, from a study of silicon, its oxide and their interface. The atomic structure is a simulated model.
Doubt: the cutoff is far below the 930 eV that the study's wrapper takes by default for these files, so forces and energies are approximate.
This geometry differs little from another in the collection (a relaxation step or a small displacement).

Settings: functional PBE; potential files Ansatz PAW; basis plane waves; wave-function cutoff 580 eV; density cutoff ratio 5; exchange-correlation grid ratio 1; k mesh 1 x 1 x 1, Gamma-centred; self-consistency stop 5e-08 eV per atom in the density residual; occupations fixed; spin none; net charge 0.

Cell vectors (angstrom)
a	15.4691	0	0
b	0	15.4691	0
c	2.774	-3.0337	34.6891

Atoms and the computed forces on them: element, x, y, z (angstrom), force x, y, z (eV/angstrom)
Si	11.0989	-3.0345	24.7173	-0.0021	0.0024	-0.0009
Si	11.2159	-6.8784	24.6163	-0.0028	-0.0015	-0.0026
Si	3.2966	-3.1226	24.402	0.0067	0.0033	0.0027
Si	3.4512	0.8388	24.6913	-0.0013	-0.0003	0.0253
Si	3.4862	-10.772	24.678	-0.0116	0.0024	0.0107
Si	3.4125	-6.8193	24.685	-0.0042	0.0016	0.0001
Si	6.4285	-3.0231	24.5784	-0.001	-0.0006	-0.0013
Si	5.8536	0.8107	24.5411	0.0111	-0.0009	0.003
Si	5.8752	-10.6262	24.6668	0.0104	0.0015	-0.0001
Si	5.8574	-6.9437	24.4809	0.0027	0.0004	0.0005
Si	11.1905	0.8166	24.4695	-0.0048	-0.0036	-0.0085
Si	11.211	-10.7129	24.4697	0.0017	-0.003	-0.0046
Si	-1.9592	-3.1013	24.5402	0.0014	-0.0006	0.0015
Si	-1.8363	0.7381	24.3928	-0.0002	0.0031	0.0016
Si	-1.7594	-10.811	24.4066	0.0062	0.0029	-0.009
Si	-1.8274	-6.9729	24.574	0.0019	0.0003	-0.0044
Si	2.8405	-1.1743	25.7629	0.0033	0.0023	0.0023
Si	2.8442	2.7733	25.8754	0.0043	0.0024	0.0031
Si	2.8193	-8.8152	25.8192	0.004	0.0021	0.0009
Si	2.8867	-4.9162	25.9116	0.0005	0.0023	0.003
Si	6.5722	-1.0456	25.8445	-0.0024	0.0005	0.0033
Si	6.569	2.7942	25.6782	-0.0047	0.0007	0
Si	6.526	-8.7521	25.8772	-0.0013	0.0047	0.004
Si	6.579	-5.0408	25.7796	-0.002	0.0038	-0.001
Si	10.5856	-1.0415	25.8521	0.001	-0.0034	0.0055
Si	10.6133	2.7881	25.6885	0.0012	0.0008	0.0038
Si	10.6358	-8.8335	25.8232	0.0006	-0.0024	0.0082
Si	10.5946	-4.9958	25.897	0.002	-0.0059	0.003
Si	-1.2499	-1.1508	25.7346	-0.0004	0.001	0.0026
Si	-1.2109	2.6984	25.6507	-0.0018	-0.0051	0.0007
Si	-1.2027	-8.9094	25.7727	0.0003	0.0015	0.003
Si	-1.2066	-5.0024	25.7498	0.0007	0.0019	0.0023
Si	0.8	-1.1294	27.0137	-0.0009	-0.0005	-0.0003
Si	0.7785	2.7559	27.0337	0	-0.0002	-0.0004
Si	0.8027	-8.8431	27.0677	-0.0013	-0.0024	0
Si	0.8085	-4.9501	27.0667	-0.0008	-0.0013	-0.0012
Si	4.6863	-1.1023	27.2628	-0.0016	-0.002	-0.0002
Si	4.7545	2.7985	27.257	-0.003	-0.0009	-0.0024
Si	4.6689	-8.7782	27.3168	0.0016	-0.0023	-0.0022
Si	4.7637	-4.9187	27.3069	0.0001	-0.0005	-0.0034
Si	8.5734	-1.0589	27.1148	0.0012	0.0011	0.0002
Si	8.5848	2.7757	26.9867	0.0023	0.0007	-0.0009
Si	8.5905	-8.816	27.0717	0.0026	-0.0003	-0.0019
Si	8.559	-5.0167	27.1066	0.0004	-0.0002	-0.0018
Si	12.4488	-1.0977	27.2894	0.002	0.002	-0.0008
Si	12.4471	2.7421	27.1924	0.0011	0.0001	-0.0025
Si	12.4563	-8.8745	27.2953	-0.0038	0.0005	-0.0001
Si	12.4734	-5.0052	27.3054	0.0005	0.0004	-0.0047
Si	0.8152	-3.0258	28.4666	-0.0009	0.0001	-0.0004
Si	0.8199	0.8164	28.4314	-0.001	-0.0009	-0.0001
Si	0.8107	4.6867	28.458	0	-0.0013	0.0001
Si	0.8208	-6.8979	28.4593	-0.0005	-0.0003	-0.0009
Si	4.7249	-2.9992	28.6345	0.0006	-0.0018	0.0021
Si	4.7076	0.8517	28.5833	0.0005	-0.0035	0.0039
Si	4.7114	4.7234	28.6082	0.0012	-0.0016	0.0051
Si	4.6976	-6.8555	28.6369	0.0008	-0.0008	0.0032
Si	8.5695	-3.0363	28.4652	0.0003	0.0014	-0.0025
Si	8.5833	0.8776	28.4719	-0.0004	-0.0002	-0.0006
Si	8.5716	4.6917	28.4348	0.0005	0.0002	-0.0013
Si	8.5883	-6.9193	28.5115	0.0006	0.0001	-0.0012
Si	12.4466	-3.0458	28.607	0.0001	0.0001	0.0023
Si	12.4494	0.8435	28.5922	0.0004	-0.0001	0.0008
Si	12.4432	4.652	28.5888	-0.0005	0.0006	-0.0002
Si	12.4605	-6.9354	28.6251	-0.0003	0.0009	0.0021
Si	2.7406	-3.0328	29.8977	0.0003	-0.0002	-0.0004
Si	2.7399	0.8376	29.8818	0.001	0.0006	-0.0006
Si	2.7367	4.693	29.8919	0.0014	-0.0007	-0.0007
Si	2.7299	-6.8927	29.907	0.0003	0	-0.0013
Si	6.6792	-3.027	29.9178	-0.0001	-0.0001	-0.0006
Si	6.6638	0.8383	29.8965	-0.0012	0.0001	-0.0001
Si	6.6738	4.7032	29.8977	-0.0013	-0.0004	-0.0008
Si	6.6651	-6.9047	29.9177	-0.001	-0.0008	-0.001
Si	10.4816	-3.0386	29.8987	0.0006	-0.0001	-0.0008
Si	10.4915	0.8439	29.9007	-0.0001	0.0005	0.0007
Si	10.4785	4.692	29.8874	0.0007	0.0007	-0.0002
Si	10.4989	-6.9065	29.9187	0.0008	0.0002	0
Si	-1.0736	-3.0308	29.9126	-0.0006	0.0002	-0.0009
Si	14.4027	0.8348	29.8973	-0.0014	0.0004	0.0003
Si	-1.0787	4.6942	29.9049	-0.0004	-0.0001	-0.0005
Si	-1.0605	-6.9024	29.9166	-0.0006	0.0008	-0.0007
Si	0	1.9336	2.0503	-0.3993	-0.0288	-0.0326
Si	0	5.8008	2.0503	-0.2413	0.0762	-0.0714
Si	0	-5.8008	2.0503	-0.2777	0.0198	0.1438
Si	0	-1.9336	2.0503	-0.2002	-0.0736	0.1245
Si	3.8672	1.9336	2.0503	0.3712	-0.0115	-0.0515
Si	3.8672	5.8008	2.0503	0.3087	0.0332	-0.0782
Si	3.8672	-5.8008	2.0503	0.2138	0.0347	-0.052
Si	3.8672	-1.9336	2.0503	0.2976	-0.073	0.0495
Si	7.7343	1.9336	2.0503	-0.1989	-0.0075	0.1179
Si	7.7343	5.8008	2.0503	-0.2959	0.033	-0.0936
Si	7.7343	-5.8008	2.0503	-0.3078	0.0096	-0.0039
Si	7.7343	-1.9336	2.0503	-0.2267	-0.0098	0.1004
Si	-3.8672	1.9336	2.0503	0.0984	-0.0011	0.0646
Si	11.6015	5.8008	2.0503	0.2436	0.0929	-0.1482
Si	-3.8672	-5.8008	2.0503	0.4336	0.0682	-0.0926
Si	-3.8672	-1.9336	2.0503	0.1903	-0.1362	-0.0061
Si	-1.9508	1.9276	3.4756	-0.0002	0.0006	0.0007
Si	-1.9366	5.8453	3.4538	-0.0003	-0.0014	0.0011
Si	-1.9355	-5.7935	3.499	0.0002	0.0005	-0.0006
Si	-1.9425	-1.9786	3.4717	0.0003	0.0002	0.0003
Si	1.9336	1.9285	3.3385	-0.0017	-0.0006	0.0006
Si	1.9381	5.8225	3.3537	0.0001	-0.0001	0.0037
Si	1.9383	-5.8024	3.3711	-0.0019	-0.0024	0.0019
Si	1.9432	-1.9589	3.3762	-0.0014	-0.0001	0.001
Si	5.8046	1.9361	3.4852	0.0006	0.0003	0
Si	5.8036	5.7918	3.4703	0.0005	0.0012	0.0007
Si	5.7897	-5.7974	3.4706	0.0009	-0.0005	0.0012
Si	5.8032	-1.9345	3.4874	0.0018	-0.0002	0.0001
Si	9.6641	1.9424	3.3928	0.0004	0.0003	-0.0011
Si	9.6662	5.7955	3.3484	-0.0005	0	0.0002
Si	9.6809	-5.7809	3.3394	-0.0004	0.0014	-0.0009
Si	9.6705	-1.9211	3.3771	0.0001	-0.0016	-0.0011
Si	-1.9944	-0.0546	4.8503	-0.0001	-0.0016	-0.0004
Si	-1.9879	3.9195	4.8167	-0.0002	-0.0013	-0.0022
Si	-1.8928	-7.7165	4.9233	0.0006	-0.0007	0
Si	-1.9135	-3.8833	4.958	0.0023	0.0005	-0.0002
Si	1.9522	0.0008	4.656	0.0041	-0.002	-0.001
Si	1.9497	3.8723	4.6263	0.0018	-0.001	-0.005
Si	1.9595	-7.7274	4.7079	-0.0008	-0.0018	-0.0062
Si	1.9577	-3.8948	4.733	-0.0003	0.0017	-0.0004
Si	5.8042	0.0036	4.9049	0.0007	0.0013	0.0008
Si	5.8181	3.8708	4.9025	-0.0013	-0.0008	-0.0004
Si	5.7795	-7.7384	4.8614	0.0073	0.0002	-0.0025
Si	5.8074	-3.8771	4.9027	-0.0544	0.0023	-0.0064
Si	9.6581	0.0021	4.7348	-0.0019	0.0002	0.0026
Si	9.6389	3.8945	4.7151	0.0045	-0.0007	-0.0012
Si	9.7251	-7.7211	4.6181	0.0014	-0.0013	-0.0009
Si	9.6903	-3.8699	4.6845	-0.0065	-0.003	-0.0023
Si	0.0502	-0.0893	6.0253	0.0002	0.0037	-0.0019
Si	0.0534	3.9549	5.9897	-0.0014	0.0022	-0.0011
Si	0.1511	-7.6856	6.2185	-0.0009	0.0022	0.0002
Si	0.1457	-3.9296	6.2536	0.0001	-0.0058	-0.0031
Si	3.7712	0.0042	6.164	-0.0017	0.0051	0.0021
Si	3.767	3.8888	6.1228	-0.0012	0.0007	-0.001
Si	3.7852	-7.7669	6.1982	-0.0058	0.0053	0.0146
Si	3.7983	-3.8885	6.2231	0.0257	0.0142	-0.0181
Si	7.8143	-0.0109	6.2284	-0.0005	-0.0025	-0.0014
Si	7.8171	3.8793	6.2504	0.001	0.0012	-0.0001
Si	7.8546	-7.7016	6.007	-0.0029	-0.0001	-0.002
Si	7.8455	-3.9079	6.1356	0.0416	-0.002	0.0262
Si	-3.976	-0.0339	6.2285	-0.0031	-0.001	0.0004
Si	-3.9748	3.9437	6.1538	-0.004	-0.0001	-0.0001
Si	-3.9456	-7.7368	6.1554	-0.0017	-0.003	0.0008
Si	-3.9757	-3.8624	6.2159	-0.001	0.0007	0.005
Si	0.2214	1.9456	7.1403	0.0078	0.0029	0.0126
Si	0.7111	5.7875	7.3488	-0.0022	-0.0013	0.0039
Si	0.8531	-5.8231	7.5839	0.0023	0.0037	-0.0004
Si	0.7206	-1.935	7.3833	0.0002	0.0006	-0.0023
Si	3.3137	1.9849	7.4291	-0.0045	-0.0012	0.0056
Si	3.1666	5.7489	7.4447	0.0016	0.0062	-0.003
Si	3.2574	-5.8359	7.5001	0	-0.026	0.0081
Si	3.1574	-1.9225	7.3959	-0.0023	-0.004	-0.0049
Si	8.5388	1.9193	7.4329	-0.0037	-0.0023	0.0038
Si	8.4567	5.9289	7.3067	-0.0021	0.0002	0.0007
Si	8.4529	-5.8665	7.3563	-0.0032	0.0075	-0.0075
Si	8.3621	-1.9918	7.436	-0.0028	-0.0055	-0.0037
Si	-4.4946	1.9815	7.3577	0.0033	0.0027	0.0016
Si	-4.5997	5.8606	7.4682	-0.0009	-0.0008	-0.0001
Si	-4.61	-5.8394	7.3839	0.0023	0.0033	0.0025
Si	-4.6884	-1.9596	7.486	-0.0039	0.0017	-0.0041
Si	4.4338	-1.6496	9.356	-0.0011	-0.003	-0.0016
Si	2.774	-4.9673	31.2704	-0.2749	0.0671	0.0257
Si	2.774	-1.1001	31.2704	-0.2053	0.0483	-0.1127
Si	2.774	2.7671	31.2704	-0.237	-0.0485	-0.0687
Si	2.774	-8.8344	31.2704	-0.2289	-0.04	-0.0951
Si	6.6411	-4.9673	31.2704	0.2111	0.005	0.0648
Si	6.6411	-1.1001	31.2704	0.2578	0.0949	0.0382
Si	6.6411	2.7671	31.2704	0.1434	0.0209	-0.0272
Si	6.6411	-8.8344	31.2704	0.2008	-0.0573	0.0637
Si	10.5083	-4.9673	31.2704	-0.1426	0.0049	0.038
Si	10.5083	-1.1001	31.2704	-0.1772	0.0184	-0.0825
Si	10.5083	2.7671	31.2704	-0.1752	0.0434	0.015
Si	10.5083	-8.8344	31.2704	-0.1399	-0.1302	-0.011
Si	-1.0932	-4.9673	31.2704	0.1761	0.0199	0.0648
Si	14.3755	-1.1001	31.2704	0.1523	0.0574	0.0157
Si	-1.0932	2.7671	31.2704	0.2235	-0.0406	0.0226
Si	-1.0932	-8.8344	31.2704	0.1691	-0.059	0.0367
Si	4.7075	-4.9673	32.6376	0.0012	-0.0027	-0.0567
Si	4.7075	-1.1001	32.6376	-0.005	0.0159	-0.0602
Si	4.7075	2.7671	32.6376	0.0044	0.0075	-0.0564
Si	4.7075	-8.8344	32.6376	0.0204	-0.0383	-0.0593
Si	8.5747	-4.9673	32.6376	-0.0003	-0.0097	0.0538
Si	8.5747	-1.1001	32.6376	-0.0176	0.0362	0.058
Si	8.5747	2.7671	32.6376	0.0102	-0.0112	0.0478
Si	8.5747	-8.8344	32.6376	0.0031	-0.0207	0.0431
Si	-3.0268	-4.9673	32.6376	-0.0075	0.0076	-0.0379
Si	12.4419	-1.1001	32.6376	0.0201	0.0071	-0.0367
Si	-3.0268	2.7671	32.6376	-0.006	0.0116	-0.0401
Si	-3.0268	-8.8344	32.6376	-0.0254	-0.0199	-0.04
Si	0.8404	-4.9673	32.6376	0.0125	0.0228	0.0568
Si	0.8404	-1.1001	32.6376	0.0099	0.0321	0.0455
Si	0.8404	2.7671	32.6376	-0.0019	0.0022	0.0511
Si	0.8404	-8.8344	32.6376	-0.0044	-0.0408	0.0558
Si	4.7075	-3.0337	34.0049	-0.0026	-0.0044	0.022
Si	4.7075	0.8335	34.0049	0.0036	-0.0116	0.0261
Si	4.7075	4.7007	34.0049	-0.0211	0.0175	0.0312
Si	4.7075	-6.9008	34.0049	-0.0016	0.0085	0.021
Si	8.5747	-3.0337	34.0049	0.0106	-0.0156	-0.0306
Si	8.5747	0.8335	34.0049	0.0107	-0.0013	-0.0193
Si	8.5747	4.7007	34.0049	-0.0068	0.0276	-0.0278
Si	8.5747	-6.9008	34.0049	0.0055	0.0011	-0.0269
Si	-3.0268	-3.0337	34.0049	-0.0048	-0.0275	0.0254
Si	12.4419	0.8335	34.0049	-0.0151	0.015	0.0262
Si	-3.0268	4.7007	34.0049	0.0253	0.0322	0.0158
Si	-3.0268	-6.9008	34.0049	0.0007	-0.0226	0.015
Si	0.8404	-3.0337	34.0049	-0.0078	-0.0173	-0.0264
Si	0.8404	0.8335	34.0049	-0.0072	-0.0041	-0.022
Si	0.8404	4.7007	34.0049	0.0048	-0.0002	-0.0148
Si	0.8404	-6.9008	34.0049	-0.018	0.0265	-0.0287
Si	0	0	0.683	-0.1412	0.0215	0.013
Si	0	3.8672	0.683	-0.1563	0.0022	0.0023
Si	0	7.7343	0.683	-0.133	-0.0231	-0.0081
Si	0	-3.8672	0.683	-0.1189	0.0016	-0.0047
Si	3.8672	0	0.683	0.1409	0.013	0.0088
Si	3.8672	3.8672	0.683	0.1258	-0.0022	-0.0009
Si	3.8672	7.7343	0.683	0.1716	-0.0019	-0.0149
Si	3.8672	-3.8672	0.683	0.153	-0.0106	-0.0149
Si	7.7343	0	0.683	-0.1242	-0.0045	0.0145
Si	7.7343	3.8672	0.683	-0.1258	0.0172	0.0059
Si	7.7343	7.7343	0.683	-0.1378	-0.0165	-0.0109
Si	7.7343	-3.8672	0.683	-0.1303	-0.0007	0.0001
Si	-3.8672	0	0.683	0.1411	0.0215	0.0215
Si	11.6015	3.8672	0.683	0.178	0	0.0023
Si	-3.8672	7.7343	0.683	0.0843	-0.0232	-0.0124
Si	-3.8672	-3.8672	0.683	0.1132	0.0019	-0.022
Si	-1.0738	-2.9626	22.3649	-0.0031	0.002	0.0016
Si	-1.0401	0.2413	22.1754	-0.0074	-0.0039	0.0008
Si	-0.3454	-10.2309	21.561	-0.0043	-0.0054	0.0016
Si	-1.8627	-7.5483	21.5092	0.0002	0.0016	0.0033
Si	2.0433	-2.9954	22.3922	-0.003	-0.0134	-0.0049
Si	2.0601	0.2106	21.9965	-0.0004	-0.0057	-0.0163
Si	2.6922	-9.8859	21.8131	0.0014	0.0157	-0.0117
Si	3.2551	-6.8278	21.747	-0.0006	0.0006	-0.002
Si	8.572	-5.1743	21.0486	-0.0019	-0.0052	0.0027
Si	6.7089	1.4887	21.6429	0.0054	0.0018	-0.0042
Si	6.4794	-8.8696	19.7869	-0.0036	0.0001	0.0042
Si	6.196	-6.6897	22.0953	0	-0.002	0.0004
Si	9.5496	0.3218	21.7459	0.003	0.01	-0.0022
Si	10.0011	-10.22	22.4841	-0.0001	0.016	0.0187
Si	8.9291	-2.6716	22.5202	0.0013	-0.0091	0.0081
Si	10.6076	-7.2506	22.3702	-0.0015	-0.0052	0.008
Si	-3.8296	2.5706	9.5524	0.0009	-0.0016	-0.0029
Si	-3.6959	5.6166	9.694	-0.0038	-0.0011	-0.003
Si	-3.0268	-5.2516	9.9299	-0.0006	-0.005	-0.0058
Si	-0.8698	-1.2372	10.0073	0.0107	0.0105	0.0159
Si	-1.0741	1.7435	9.8467	0.0039	-0.0073	-0.0016
Si	-0.7486	-9.0611	10.1002	0.0057	-0.0005	-0.0014
Si	-0.0943	-5.991	9.7861	0.0021	-0.0032	-0.0037
Si	0.5365	-4.7249	12.6757	0.0015	-0.0035	-0.0044
Si	4.576	1.2394	10.0903	-0.0007	-0.0033	-0.0007
Si	4.1352	-9.5823	9.6192	-0.0101	0.0118	-0.0018
Si	4.3454	-6.3411	9.5586	-0.0063	-0.0151	-0.013
Si	8.6725	2.7163	10.356	-0.0024	-0.0009	-0.0029
Si	7.2141	5.5615	10.0473	0.0004	-0.0016	0.0014
Si	7.5131	-5.6777	9.5078	0.003	-0.005	0.0031
Si	7.2918	-2.596	9.4615	0.008	0.0012	-0.0106
Si	-3.7997	-2.1494	9.6673	-0.0163	-0.0023	-0.0321
Si	-3.5843	0.3174	14.4581	0.0009	-0.0029	0.0036
Si	-0.7847	-0.1278	15.1317	0.004	0.0011	0.0069
Si	-1.5703	-5.5588	14.7512	0	-0.0023	0.0002
Si	0.3709	-1.7454	12.5913	0.0003	-0.0078	-0.0131
Si	3.1276	-0.6877	11.843	-0.0035	0.0044	-0.004
Si	5.4424	-11.6938	17.1358	0.0007	-0.0036	0.0041
Si	4.679	2.8749	14.1621	-0.0014	0.001	-0.0045
Si	4.8744	-5.7461	12.3346	0.0029	0.003	-0.006
Si	-5.0847	-1.6296	12.5299	-0.0077	-0.0063	0.0015
Si	6.6188	1.7899	12.1876	0.001	0.0047	-0.0059
Si	6.7984	-3.7675	13.4988	-0.0039	0.002	-0.0027
Si	-0.0474	3.9185	11.775	0.0056	0.0058	-0.0066
Si	2.5505	1.0143	19.0699	0.0006	-0.0045	0.0058
Si	-4.5502	-9.245	12.6404	0.0008	-0.0004	-0.0003
Si	0.3544	-12.1568	19.0341	-0.0018	0.0053	0.0056
Si	7.4401	-1.1145	12.2839	0.0002	-0.0036	-0.0058
Si	-1.6529	2.5632	14.197	0.0007	-0.007	0.0091
Si	8.9194	-8.2484	14.4614	-0.0027	-0.001	0.0006
Si	6.0278	-3.6448	16.463	-0.005	-0.0068	0.0046
Si	-2.168	1.912	19.6775	-0.0032	0.0007	-0.0017
Si	2.9061	-3.8901	17.023	0.0027	-0.0002	0.0043
Si	1.3519	-9.7648	17.2812	-0.0002	0.0002	0.0046
Si	6.5762	-0.6058	16.4188	0.0018	0.0025	0.0026
Si	-1.1668	-4.9165	19.9542	0.0015	0.0021	0.0023
Si	7.0423	-10.9605	21.9386	-0.0031	-0.0028	-0.0038
Si	10.6582	-9.8692	17.3989	-0.0031	0.0031	-0.0004
Si	1.9981	-4.8145	19.9073	-0.0029	-0.0025	0.0023
Si	9.521	0.1078	16.4201	-0.0039	0.0014	-0.0009
Si	3.713	-9.9805	19.0534	-0.0062	-0.0015	0.0067
Si	7.2982	-7.5101	11.9602	-0.0005	0	-0.0052
Si	2.8668	4.7887	12.3591	0.0029	0.0003	0.0007
Si	10.3609	-6.9087	16.704	-0.0002	0.0027	0.0059
Si	-3.7288	-6.2145	12.7595	0.0036	-0.0063	0.0003
Si	10.5475	1.306	19.0744	0.0009	-0.0015	-0.0014
Si	8.256	-5.0193	17.9551	-0.0009	0.0022	-0.0001
Si	-5.5538	-3.7148	13.597	-0.005	0.0004	0.0043
Si	1.6721	-0.9668	16.7985	-0.0037	-0.0023	0.0027
Si	3.9243	-0.025	14.6746	0.0016	0.0015	-0.0018
Si	7.7534	-9.5294	17.134	0.0029	-0.0006	0.0033
Si	2.6899	-5.9373	14.5452	-0.0046	-0.0006	-0.0006
Si	-2.8876	-4.608	17.2257	-0.0013	0.0003	0.0014
Si	5.6276	1.2094	18.6661	0.0017	-0.0005	0.0024
Si	10.222	-2.9763	16.7454	-0.0015	0.0032	0.0056
Si	1.979	-8.8828	14.6237	-0.0033	-0.0039	-0.0009
Si	11.2855	-11.464	19.8956	0.0008	-0.0072	-0.0033
Si	-2.898	5.213	15.0186	0.002	0.0038	-0.0026
Si	-0.5696	-8.2666	15.6394	0.0022	-0.0019	0.0009
O	0.4815	-3.4409	22.6383	0.0002	-0.0029	-0.0021
O	0.5194	0.7375	22.0687	-0.0103	0.0115	0.0025
O	-1.0408	-10.8899	22.8936	-0.0085	-0.0037	0.0123
O	1.1	-9.5758	21.9377	-0.0048	0.0119	0.0008
O	3.4544	-8.4452	21.7819	0.0039	0.0013	-0.0033
O	-1.3022	-7.1082	22.9878	-0.0024	-0.0001	0.005
O	4.904	-3.0606	23.9021	-0.0045	-0.001	0.006
O	2.9161	0.9762	23.1312	-0.0025	0.0112	-0.0051
O	3.1028	-10.8288	23.0614	0.0057	-0.0187	0.0148
O	2.6521	-6.4487	23.2215	0.0016	-0.0008	0.0022
O	10.3402	-3.0552	23.2392	0.0052	-0.0002	0.0002
O	7.6253	-2.9543	23.4504	-0.0057	-0.0001	0.0028
O	8.3293	1.3826	21.6181	0.0018	0.0015	-0.0014
O	6.143	0.6175	22.9007	-0.0027	-0.005	0.0013
O	6.2048	-10.1585	23.0823	-0.0086	0.004	0.0017
O	8.5924	-11.0513	22.446	-0.0058	-0.009	-0.0039
O	9.8416	-6.0673	21.5472	-0.004	0.0084	-0.0057
O	10.5952	0.7888	22.9078	0.009	0.0022	0.0079
O	-1.0182	1.9685	8.2338	0.0009	0.0015	-0.0083
O	-2.6551	1.6827	10.2805	-0.0044	-0.0022	0.0039
O	-2.3611	-8.9007	9.8425	-0.0019	0.002	0.0037
O	0.0019	5.6936	8.845	0.0017	-0.0017	-0.0035
O	-1.5527	-5.4352	9.2611	0.0085	-0.0009	-0.002
O	0.1173	-1.9546	8.9327	0.0126	-0.014	-0.0133
O	1.7128	1.936	7.8701	-0.0013	-0.001	-0.0155
O	4.0662	2.1985	8.8856	-0.0036	-0.0017	-0.0039
O	3.4282	0.7781	11.167	0.0026	0.0012	-0.0015
O	8.1477	1.8441	9.0667	0.0035	-0.0017	-0.0042
O	5.6483	5.2435	9.7055	0.0026	-0.0011	0.0087
O	7.835	-9.0797	8.7898	0.0057	0.0015	-0.0071
O	5.9182	-5.9807	9.2514	-0.0129	-0.0005	0.0088
O	5.666	-2.7176	9.1818	-0.0006	0.001	0.0003
O	-4.1377	-5.9852	8.9879	-0.0048	-0.0033	-0.0037
O	11.6045	-5.9036	16.9871	-0.0003	0.0011	-0.0021
O	-4.719	-1.6273	10.9235	-0.0231	0.0101	0.0153
O	-0.347	-1.0298	13.8473	0.0012	-0.0019	-0.0003
O	4.4658	-3.4394	16.858	-0.002	-0.0004	0.0008
O	-2.0027	-9.0131	15.5744	0.0012	0.001	0.0002
O	-0.8943	2.296	18.7385	0.009	0.001	-0.0111
O	-1.3061	-9.0156	21.0428	-0.0061	0.0021	-0.0034
O	2.5539	-3.7188	21.0013	0.001	0.0013	0.0013
O	1.8627	-0.1871	18.214	0.0016	0.002	-0.0006
O	2.7699	0.5338	20.5909	0.0068	0.0034	-0.0242
O	2.3012	-6.3043	20.5354	-0.0001	0.0009	-0.0012
O	4.7324	-6.1475	21.5713	0.0002	0.0006	0.0004
O	6.7957	-2.2112	16.533	0.0048	0.007	-0.0002
O	8.2253	-5.4781	19.5035	0.0005	-0.0006	0.0025
O	6.3515	-12.4216	21.883	-0.004	0.0003	-0.0009
O	6.708	-7.7825	20.9738	-0.0003	0.002	-0.0001
O	-5.3439	-7.3388	15.1333	-0.0003	-0.0017	-0.0033
O	8.9439	-6.2341	17.1292	0.0001	-0.0008	-0.0014
O	-5.3219	-3.5611	15.2191	-0.0008	0.0013	-0.0051
O	10.2813	0.251	20.2929	-0.0018	-0.0005	-0.0005
O	9.6305	0.9962	17.7783	0.0008	0.0067	0.0056
O	-2.782	-12.1786	20.3195	-0.0014	0.0094	0.0013
O	10.1907	-12.6388	19.5687	0.0009	0.005	0.0009
O	9.655	-8.6027	22.4099	0.0044	-0.0007	0.0019
O	-0.5876	1.4975	14.8707	0.0022	0.0056	0.0014
O	-2.8891	-5.9023	11.404	0.0017	-0.0013	0.0022
O	-2.4152	-1.2862	9.5086	0.0047	0.0258	-0.0065
O	-0.1539	-7.5535	10.3207	0.0004	0.0012	0.0044
O	3.7616	1.5328	14.2345	0.0012	0.001	0.0013
O	5.1364	-0.1398	9.3877	0.004	-0.0003	-0.0004
O	4.1801	-7.9549	9.8264	0.0121	0.0104	-0.0016
O	3.2863	5.2016	10.8435	0.0028	0.006	-0.0064
O	2.6147	-7.461	15.1233	0.0013	0.0017	0.0047
O	3.9224	-5.6214	10.9962	0.0076	-0.0062	-0.0003
O	7.9678	0.0949	15.9015	-0.0042	-0.001	0.0002
O	3.6748	-1.8445	10.8102	0.0034	-0.0048	-0.0045
O	8.1442	2.1553	11.7856	-0.0013	0.0001	0.0013
O	8.1187	4.2281	10.1818	-0.0007	0.001	0.0033
O	7.3432	-9.0496	11.423	-0.0003	-0.0019	0.0001
O	5.9254	-4.4997	12.3412	0.0027	0.0017	0.0053
O	7.994	-6.5426	10.828	-0.0025	0.0002	-0.0007
O	6.5117	0.1958	12.4407	-0.0022	-0.0031	0.0048
O	7.524	-1.6101	10.7378	-0.0004	0.0042	0.0068
O	-1.0048	3.2818	12.9084	0.0104	0.0069	-0.01
O	-3.923	-0.7801	13.3032	0.0056	0.0068	0.0047
O	-3.1559	4.0728	9.5493	-0.0013	-0.0018	0.0026
O	2.1375	-9.9833	15.8426	0.0004	0.0009	-0.0014
O	0.361	-8.7419	14.3742	-0.0014	0	0.0034
O	5.3616	-0.2506	15.3993	0.0011	0.0005	0.0014
O	-0.4916	5.4507	11.3993	-0.0011	0.0005	0.0027
O	3.168	-10.6498	20.4485	0.0046	-0.0061	-0.0117
O	-1.3632	-6.4588	20.4215	-0.0002	0.0005	-0.0025
O	-4.9346	0.7011	15.2912	0.0078	0.0028	-0.0092
O	-1.9965	-4.4475	15.8628	0.0001	-0.0008	-0.0013
O	-1.9937	-4.7317	18.5679	0.0018	-0.0014	0.0017
O	8.9086	-1.1145	22.1072	-0.0041	0.0011	-0.0075
O	7.8117	-4.0966	9.8796	-0.0002	-0.0017	0.0021
O	4.2186	-11.1702	18.0743	-0.0034	-0.0001	0
O	0.4049	-4.6344	19.6496	0.0007	-0.0003	-0.0015
O	1.4893	3.927	12.3038	-0.0076	-0.0025	0.003
O	1.682	2.3835	19.1116	0.0046	-0.0023	0.0009
O	1.54	-5.7577	13.4123	-0.0019	0.002	0.0016
O	-0.0131	-11.3508	20.4154	-0.002	-0.0022	-0.0041
O	1.5229	-0.7574	12.0234	0.0028	0.0037	0.0019
O	8.0348	-7.3703	13.4096	-0.0001	-0.0007	0.0008
O	8.3619	-4.1691	13.3564	0.0006	0.0014	0.0038
O	6.1984	2.547	17.9115	0.0017	-0.0001	-0.0006
O	6.2267	-0.1031	17.9242	-0.0008	0.0015	-0.0021
O	0.3984	-5.1002	11.0879	-0.0008	-0.0029	0.0031
O	11.5377	-10.5362	18.5842	0.0025	0.0015	0.0012
O	5.7317	-7.13	12.2091	0.0007	-0.0039	0.0018
O	4.8385	-12.0688	15.6815	0.0005	-0.0028	-0.0034
O	2.6992	-0.4077	15.6679	0.0011	0.0014	0.0021
O	2.6782	-9.3154	13.2347	0.0027	-0.0014	-0.0009
O	-2.3942	-0.331	15.4024	-0.0122	-0.0021	-0.0022
O	5.6685	2.1319	10.9	0.0017	0.001	0.0032
O	4.912	-8.9097	19.3185	0.0014	0.0016	-0.0019
O	0.6092	-11.1203	17.8018	-0.0025	-0.003	-0.0009
O	-2.7928	-6.3852	14.0723	-0.0013	0.0007	0.0004
O	2.5307	-4.8979	15.7904	-0.0009	0.0008	0.0019
O	9.992	-1.3918	16.7769	0.0024	-0.0116	0.0021
O	-0.69	-6.6487	15.5807	-0.0016	0.0013	-0.001
O	7.3747	-8.5854	18.4375	0.0017	0.0013	-0.0007
O	7.288	-5.4821	22.0044	0.0011	0.0027	0
O	-4.7171	-4.9627	12.9947	-0.0045	0.0037	0.0038
O	-1.1477	-1.3813	21.9143	0.0003	-0.0009	0.0016
O	6.9202	-10.3021	20.4514	0.0018	-0.0027	-0.0004
O	-1.6782	-3.8768	21.1271	0.0014	0.0013	0.0012
O	6.6943	-2.1656	13.2704	0.0002	-0.0084	0.0028
O	6.1626	2.5717	13.5335	-0.0003	0	0.0028
O	11.9764	-7.6073	21.5357	0.0004	-0.0009	-0.005
O	-4.4509	-7.6291	12.4889	0.0003	-0.0014	0.0005
O	0.1966	-8.6294	17.0421	-0.0002	-0.0012	-0.0014
O	1.0674	-3.1922	12.8953	-0.0001	-0.0011	0.0025
O	4.0843	-5.7266	13.7451	0.0034	0.0001	0.0033
O	6.7256	-4.7274	17.4655	-0.0014	0.0017	-0.0039
O	3.8173	-0.9132	13.3069	0.003	-0.0035	0.005
O	2.741	-4.631	18.4684	0.0019	-0.0001	-0.0027
O	-4.5957	5.6845	11.0889	0.0034	0.0002	-0.0034
O	8.8767	-3.5826	21.1761	0.0008	-0.001	-0.0058
O	-3.3191	5.5064	13.4566	-0.0022	0.0013	0.0001
O	10.6884	-8.2463	17.5758	0.001	-0.0009	-0.0008
O	6.1922	-4.1942	14.9415	0.0022	0.0009	-0.0056
O	10.8247	-10.5378	21.1222	0.0164	-0.0006	-0.0136
O	-1.8184	0.9329	20.9208	0.0013	-0.0102	0.0112
O	9.1072	-10.3708	17.4914	-0.0024	0	0.0009
O	-0.1861	2.9328	10.4936	0.0033	-0.0004	0.0023
O	-5.1768	2.631	10.4793	0.0043	-0.0005	-0.0011
O	2.4359	-9.2192	18.3716	0.0021	0.0005	-0.0012
O	12.1534	1.2306	18.7227	-0.0048	0.0003	-0.0027
O	1.9342	-2.5719	16.9812	-0.0012	0.0032	-0.0012
O	-0.7567	-2.0029	11.4374	0.0004	-0.0002	0.0034
O	9.1271	-3.6687	17.7247	0.0014	0.0014	0.0004
O	-0.4106	0.3105	10.2147	0.0015	0.0044	0.0058
O	-3.4042	-3.6844	10.0447	0.0023	-0.0254	0.0091
O	4.0193	1.29	18.4467	-0.0015	-0.0031	0.0015
O	-2.0875	3.8005	15.1777	-0.0014	-0.0004	0.0086
O	11.2437	-10.3289	15.9542	-0.0071	0.0007	0.0015
O	0.1238	-0.6584	16.3699	0.0047	-0.0007	0.0003
O	9.5706	-9.4744	13.5629	-0.0003	-0.0016	0.0018
O	2.0887	-1.3894	22.1684	-0.0006	-0.004	0.009
O	7.9847	-8.743	15.7136	0.0018	0.0029	-0.0048
O	-2.9874	1.693	13.7908	-0.0089	-0.0085	-0.001
O	6.5211	-10.5283	16.8806	0.003	0.0028	0.0006
O	8.9711	-0.8131	12.7537	0.001	-0.0012	0.0024
O	-0.864	-4.8015	13.5034	0.0006	0.0003	0.0032
O	3.9906	3.9245	13.1413	0.0034	-0.0006	0.0051
O	11.695	-3.2573	17.373	0.0009	-0.0002	-0.0016
O	6.0442	1.0435	20.2285	0.0001	0.0006	-0.0039

Results
free energy: -285397.900 eV
free energy less fixed offsets of O -568.88, Si -635.61 eV per atom: -13.900 eV

The program warned: the cutoff lies below the one the program advises for these potential files; the forces do not sum to zero within the program's tolerance; the exchange-correlation potential is rough where the density is thin.
